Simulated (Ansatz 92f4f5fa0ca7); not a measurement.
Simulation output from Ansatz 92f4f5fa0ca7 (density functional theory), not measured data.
Periodic cell of 225 atoms, Si132O91As2, from a study of silicon, its oxide and their interface. The atomic structure is a simulated model.
Doubt: the cutoff is far below the 930 eV that the study's wrapper takes by default for these files, so forces and energies are approximate.

Settings
functional: PBE
potential files: Ansatz PAW
basis: plane waves
wave-function cutoff: 580 eV
density cutoff ratio: 5
exchange-correlation grid ratio: 1
k mesh: 1 x 1 x 1, Gamma-centred
self-consistency stop: 5e-08 eV per atom in the density residual
occupations: fixed
spin: none
net charge: 0

Cell vectors (angstrom)
a	10.938	0	0
b	0	10.938	0
c	0	0	31.9494

Atoms: element, x, y, z (angstrom)
Si	10.6246	0.0077	24.4245
Si	5.0794	0.1377	24.6779
Si	2.8334	2.3063	24.5427
Si	8.5695	2.4428	24.5785
Si	10.7134	5.6011	24.3469
Si	5.1599	5.6258	24.4605
Si	2.9902	7.9642	24.4182
Si	8.4275	7.8428	24.4377
Si	1.294	1.1411	25.8376
Si	6.8156	1.338	25.757
Si	3.9934	4.0199	25.7443
Si	9.6899	4.033	25.8569
Si	1.3416	6.8031	25.6824
Si	6.8073	6.731	25.7572
Si	4.0004	9.4797	25.9641
Si	9.4901	9.4511	25.8171
Si	2.6353	-0.1211	27.2986
Si	8.148	-0.0559	27.1558
Si	0.085	2.6686	27.212
Si	5.4596	2.7369	27.1235
Si	2.6744	5.428	27.1176
Si	8.1978	5.3808	27.1415
Si	0.0216	8.1652	27.14
Si	5.5159	8.1538	27.1844
Si	4.0928	1.3472	28.4978
Si	9.5455	1.3337	28.5022
Si	1.3988	4.0776	28.5752
Si	6.816	4.0725	28.5358
Si	4.0856	6.7847	28.485
Si	9.5646	6.7939	28.4788
Si	1.2882	9.4836	28.6468
Si	6.8295	9.5432	28.5753
Si	-0.0347	-0.0018	29.9175
Si	5.4579	-0.0005	29.8968
Si	2.7647	2.7218	29.9073
Si	8.1967	2.7204	29.8881
Si	-0.0087	5.4579	29.8906
Si	5.4593	5.4597	29.8903
Si	2.7481	8.166	29.9066
Si	8.2247	8.1819	29.8918
Si	1.3673	1.3673	31.2657
Si	6.8362	1.3673	31.2657
Si	4.1018	4.1018	31.2657
Si	9.5708	4.1018	31.2657
Si	1.3673	6.8362	31.2657
Si	6.8362	6.8362	31.2657
Si	4.1018	9.5708	31.2657
Si	9.5708	9.5708	31.2657
Si	2.7345	0	0.6835
Si	8.2035	0	0.6835
Si	0	2.7345	0.6835
Si	5.469	2.7345	0.6835
Si	2.7345	5.469	0.6835
Si	8.2035	5.469	0.6835
Si	0	8.2035	0.6835
Si	5.469	8.2035	0.6835
Si	4.0826	1.3852	2.0621
Si	9.5754	1.3644	2.0274
Si	1.3541	4.1336	2.0474
Si	6.8198	4.1394	2.044
Si	4.0932	6.8385	2.0303
Si	9.5618	6.8432	2.0538
Si	1.3554	9.611	2.0492
Si	6.8076	9.6251	2.0327
Si	0.0004	0.0474	3.4409
Si	5.4532	0.0359	3.4462
Si	2.698	2.7735	3.407
Si	8.2295	2.7721	3.3196
Si	0.0098	5.5046	3.4483
Si	5.4498	5.5202	3.4281
Si	2.7345	8.2324	3.3537
Si	8.1906	8.2768	3.343
Si	1.3162	1.4629	4.8241
Si	6.8635	1.4758	4.7118
Si	4.0517	4.1535	4.7715
Si	9.572	4.0821	4.7412
Si	1.3585	6.9544	4.7701
Si	6.8085	6.9805	4.726
Si	4.0708	9.5574	4.7741
Si	9.5348	9.6118	4.7479
Si	2.6976	0.0288	6.071
Si	8.2319	0.1144	6.0515
Si	-0.0294	2.8217	6.2672
Si	5.5008	2.8206	6.0997
Si	2.7291	5.6107	6.1264
Si	8.2379	5.5852	5.9319
Si	-0.0284	8.3301	6.1455
Si	5.4718	8.3043	6.236
Si	4.3687	1.161	7.3229
Si	9.6872	1.2125	7.5617
Si	1.164	4.4997	7.4701
Si	6.6408	4.551	7.2563
Si	4.2789	6.7232	7.5805
Si	9.7495	6.6452	7.4087
As	1.1474	9.8591	7.66
Si	6.7059	9.9612	7.4362
O	9.5796	1.2438	23.9885
O	4.1074	6.8155	23.9548
O	4.0184	1.2496	24.0341
O	9.5442	6.7152	23.9083
O	0.0041	5.6022	7.9494
O	5.5221	0.0995	7.888
O	-0.1265	0.2237	8.2478
O	5.4844	5.6103	7.7685
O	7.5402	4.2039	8.5776
O	8.8149	7.132	8.6919
O	8.6815	1.7915	8.7719
O	7.6076	9.4942	8.7421
O	3.5664	1.7996	8.6055
O	3.6101	7.1099	9.0735
O	2.0336	3.9881	8.7902
O	8.1384	3.5027	23.3814
O	0.4551	4.9534	22.9615
O	1.932	2.777	23.2505
O	5.8301	4.9262	23.1222
O	5.5386	10.0031	23.5216
O	2.4514	8.706	23.0368
O	0.1871	10.0737	23.0902
O	7.8082	8.5908	23.0951
Si	8.6742	7.6974	18.4737
Si	8.8579	6.3379	13.6361
Si	3.8202	1.5221	14.7499
Si	2.1697	5.7499	17.6342
Si	2.4189	3.1547	19.505
Si	9.9096	9.011	12.0795
Si	1.3371	9.4293	22.0901
Si	9.232	0.9467	13.243
Si	1.4033	4.9962	13.0835
Si	1.8347	8.1699	12.9678
Si	6.6668	9.563	22.4528
Si	4.5573	4.5826	15.731
Si	8.1464	3.1008	9.5837
Si	0.8585	8.2474	19.279
Si	6.9596	1.3603	21.1201
Si	8.3175	8.3461	9.6679
Si	10.9164	5.1867	15.6329
Si	7.5834	9.5229	16.3829
Si	9.9397	2.0688	20.3378
As	3.236	8.6232	10.0564
Si	6.7083	3.3401	17.4407
Si	1.1724	0.2204	19.8221
Si	3.2236	2.8021	12.3217
Si	7.2291	5.3922	19.706
Si	5.9455	8.6132	11.6289
Si	5.8683	6.0294	13.2552
Si	4.6435	9.7152	17.6924
Si	1.0305	3.6173	22.1907
Si	4.9032	1.4977	18.8371
Si	3.1636	3.0737	9.5222
Si	6.5079	10.8203	13.8301
Si	10.3565	0.1478	16.0497
Si	5.6365	3.6598	11.1653
Si	9.8722	3.8597	11.9088
Si	2.337	9.9237	15.6554
Si	6.0939	8.1171	19.8422
Si	6.9378	3.9833	22.3934
Si	9.7637	2.8082	17.4239
O	7.2829	6.3014	14.0293
O	1.8957	7.0608	18.6815
O	10.279	4.0902	16.6111
O	6.172	9.9694	17.112
O	10.184	0.7122	14.5361
O	8.4546	6.1131	18.8752
O	5.2028	0.6806	14.4324
O	5.7214	2.0541	17.5497
O	8.3551	1.9547	20.5846
O	2.0038	4.3025	18.4064
O	6.9333	2.8029	10.646
O	4.856	2.7012	12.2264
O	6.0593	4.3795	16.3679
O	4.533	3.9139	9.9461
O	10.7007	2.7709	21.5999
O	9.782	6.1598	14.9773
O	6.0181	6.4824	19.8639
O	4.0833	0.1816	18.3369
O	9.3601	10.5251	12.3432
O	2.8531	4.3367	12.7704
O	1.918	10.7152	21.2288
O	3.9999	2.7384	19.4133
O	0.732	10.0764	16.0757
O	1.283	9.8099	18.8623
O	1.7194	1.674	19.2893
O	8.9419	10.4322	16.58
O	4.8855	8.5885	18.8509
O	9.6661	8.7953	10.4744
O	6.75	4.083	18.8865
O	2.8537	1.6919	13.4289
O	5.8442	8.7622	21.3054
O	2.5228	2.4543	10.8946
O	7.6323	4.8535	21.1934
O	5.3906	7.4767	12.6604
O	0.552	9.0045	12.4214
O	7.6414	1.0526	13.6185
O	7.1401	9.6463	14.8117
O	9.0304	5.0136	12.6919
O	8.1127	8.0547	16.9505
O	6.2157	2.5833	21.9248
O	2.3967	9.0047	14.2755
O	0.4571	4.4432	11.8718
O	0.8329	8.3166	20.9501
O	9.4043	3.7734	10.3579
O	9.7026	2.3554	12.552
O	7.6389	8.5564	19.4345
O	2.8687	8.0072	11.7175
O	4.004	3.0423	15.3934
O	0.7987	4.3814	14.4726
O	10.059	3.0303	19.0145
O	9.2282	7.7838	12.9466
O	10.5199	0.5503	20.0967
O	6.0469	5.0237	11.9594
O	8.1686	2.7368	17.06
O	3.5773	5.4705	16.7542
O	4.9174	9.0397	10.4254
O	1.4428	6.612	13.3046
O	4.8068	5.4685	14.3709
O	2.0364	3.8774	20.9241
O	10.571	1.453	17.0053
O	1.0099	6.064	16.529
O	7.348	10.9579	21.9546
O	5.9426	0.924	19.9446
O	6.2062	10.0123	12.4414
O	2.8852	0.5305	15.6363
O	7.2377	7.9633	10.8396
O	10.2608	8.0102	18.7134
O	3.4403	9.1992	16.6777

Results
free energy: -145376.324 eV
free energy less fixed offsets of As -4856.12, O -568.88, Si -635.61 eV per atom: 4.516 eV

Forces (eV/angstrom), in the order of the atoms: element, x, y, z
Si	0.0122	0.02	-0.0303
Si	-0.0091	0.006	-0.0098
Si	-0.001	-0.0174	-0.0445
Si	0.0098	-0.0068	-0.0135
Si	-0.0326	-0.0148	-0.005
Si	-0.0159	0.0179	-0.0385
Si	0.0092	0.003	0.0129
Si	0.0031	-0.0357	-0.0294
Si	0.0194	-0.0019	0.0517
Si	0.03	-0.0067	-0.0179
Si	0.001	0.024	-0.0022
Si	0.0267	0.0057	0.0173
Si	0.0326	0.0129	-0.0213
Si	0.0118	0.0164	0.0334
Si	0.0063	-0.0071	0.032
Si	0.0086	0.0108	-0.002
Si	-0.0488	-0.0245	0.0296
Si	-0.0743	-0.0429	0.0087
Si	0.0199	0.0108	0.0154
Si	0.0237	0.0109	-0.0076
Si	-0.0367	-0.0547	-0.0204
Si	-0.0304	-0.0235	-0.0209
Si	-0.0271	-0.0127	-0.0066
Si	0.006	0.0096	0.0069
Si	-0.0709	-0.0776	0.0561
Si	0.025	0.0494	0.0436
Si	-0.1064	-0.0001	-0.0756
Si	-0.0029	0.0064	-0.0154
Si	0.0251	0.0803	0.0691
Si	-0.0423	0.0091	0.0925
Si	0.1106	0.0914	-0.2066
Si	-0.0169	0.0017	-0.0744
Si	-0.0268	0.091	0.0477
Si	0.0146	0.0322	0.0198
Si	0.0227	-0.0771	0.0216
Si	0.0548	-0.017	0.0213
Si	0.0496	0.0268	0.0108
Si	0.0104	0.0156	0.015
Si	0.075	-0.0611	0.0453
Si	0.0399	-0.0512	0.0011
Si	0.0753	0.0168	-0.0904
Si	0.0246	-0.0321	-0.0349
Si	0.0999	-0.0696	0.089
Si	-0.0979	-0.1259	-0.0942
Si	0.0099	-0.1807	0.0213
Si	0.0549	-0.0187	-0.1355
Si	-0.0535	-0.0955	-0.0441
Si	-0.1834	-0.1657	0.1571
Si	-0.022	0.1028	-0.0441
Si	-0.0939	0.0642	-0.2073
Si	0.0359	0.1309	-0.058
Si	-0.0403	0.1072	0.1005
Si	-0.0899	-0.046	-0.1553
Si	-0.0483	0.0809	-0.0834
Si	0.01	0.1229	0.0876
Si	0.0192	0.1416	-0.0576
Si	-0.0036	0.0093	-0.0085
Si	0.0706	-0.0342	-0.0451
Si	-0.0237	0.0383	-0.0047
Si	-0.081	0.0349	-0.0597
Si	0.0005	0.0423	-0.0301
Si	0.029	0.0043	-0.028
Si	-0.0708	-0.0218	-0.0565
Si	-0.1072	-0.054	-0.0181
Si	-0.0047	-0.0327	-0.0384
Si	-0.028	0.0593	-0.0419
Si	0.0266	-0.0438	0.0683
Si	-0.0786	-0.0053	0.1538
Si	-0.0832	0.0105	-0.1051
Si	0.0859	-0.0804	0.0011
Si	-0.008	0.0039	0.1174
Si	-0.0261	-0.0365	0.0842
Si	0.1915	0.0996	-0.0952
Si	0.0308	0.0118	-0.0243
Si	-0.0219	0.0064	0.049
Si	0.0598	0.0262	0.0022
Si	0.1298	0.0784	-0.0111
Si	-0.0041	0.096	0.0316
Si	0.0119	-0.0398	0.0021
Si	-0.0687	-0.0723	-0.1735
Si	-0.1755	0.1133	0.0947
Si	-0.0088	0.0445	0.0848
Si	-0.0904	-0.0606	0.1162
Si	-0.0054	0.0489	-0.063
Si	0.0632	0.0096	0.0806
Si	-0.001	0.0087	-0.0273
Si	-0.1824	0.0245	0.1441
Si	0.0166	-0.0067	0.0889
Si	-0.0371	-0.0938	0.0423
Si	-0.2295	0.3365	-0.1995
Si	0.0742	0.0464	0.0136
Si	-0.0754	0.0681	0.0148
Si	-0.1446	0.025	-0.0138
Si	0.0689	0.0673	0.1202
As	-0.1739	0.1923	0.4253
Si	-0.0015	-0.1267	-0.1678
O	-0.0075	0.0013	0.0168
O	0.0096	-0.0247	0.0108
O	0.0056	0.0094	0.0307
O	0.0089	-0.0001	0.0173
O	-0.118	-0.0006	0.0082
O	-0.136	0.1065	0.1168
O	0.465	-0.5796	-0.4244
O	0.0499	-0.0466	0.1687
O	0	-0.0678	-0.0942
O	-0.0447	-0.0097	0.0252
O	0.1328	-0.109	-0.0978
O	0.0208	-0.033	0.0603
O	0.0397	-0.0526	-0.0109
O	0.1111	-0.1372	-0.4472
O	0.023	-0.0291	0.0046
O	0.011	-0.0034	0.0217
O	0.0068	0.0014	0.0138
O	0.0038	-0.0114	0.0317
O	0.003	-0.003	0.0172
O	-0.0284	0.0044	0.0534
O	-0.0015	0.0019	0.012
O	0.0017	-0.0082	0.0223
O	-0.0002	0.0067	0.0164
Si	0.0003	-0.0073	-0.0028
Si	0.0248	-0.0097	0.0193
Si	-0.0187	-0.0145	0.0283
Si	-0.0108	-0.0066	0.0133
Si	0.011	-0.0031	-0.0101
Si	-0.0407	-0.0198	-0.0008
Si	-0.0008	-0.0119	0.0017
Si	0.0125	0.0042	-0.0038
Si	-0.0069	-0.0742	-0.0078
Si	-0.0018	0.0895	-0.1458
Si	0.0048	-0.014	-0.0241
Si	0.0136	-0.0208	0.0447
Si	0.1113	-0.0266	0.0557
Si	-0.0049	-0.0092	0.0047
Si	-0.0129	0.0017	-0.0141
Si	-0.0181	0.0401	-0.042
Si	-0.0193	-0.0152	0.0176
Si	0.0155	-0.0128	0.0233
Si	0.0013	0.0033	-0.0158
As	-0.0716	0.2864	0.0756
Si	0.0112	-0.0057	0.0093
Si	0.0067	0.002	-0.0029
Si	0.022	-0.0083	-0.0072
Si	0.0034	0.003	-0.0093
Si	-0.0415	0.0399	-0.041
Si	0.0161	0.0227	-0.0149
Si	0.0158	-0.0003	0.0167
Si	0.0052	-0.003	-0.0081
Si	-0.0058	0.0047	0.0033
Si	0.0038	0.1016	0.0297
Si	0.0404	0.0174	0.0422
Si	-0.0086	0.0122	0.0145
Si	-0.0006	-0.0402	-0.0578
Si	-0.0239	-0.0066	-0.0054
Si	-0.0148	0.0154	0.05
Si	0.0056	-0.0049	-0.0078
Si	-0.0009	-0.0095	-0.0128
Si	-0.0024	0.0022	-0.0032
O	-0.0303	-0.0034	-0.0143
O	0.0039	-0.0001	0.0075
O	-0.0048	0.0023	0.0118
O	-0.0028	0.0065	0.0022
O	-0.0023	0.0001	-0.0109
O	-0.0006	-0.0022	0.0117
O	0.0186	-0.0178	-0.0156
O	0.0019	-0.0016	0.003
O	0.0078	-0.0043	0.014
O	0.0062	-0.0091	0.0047
O	-0.0452	0.0242	0.0463
O	0.0074	-0.0111	0.0142
O	-0.0109	0.0013	-0.0052
O	0.0077	0.0107	-0.004
O	0	-0.0056	0.0136
O	0.0069	0.0056	0.0047
O	0.003	-0.0017	0.0113
O	0.0007	-0.0083	-0.0007
O	0.0036	-0.0339	-0.0167
O	0.0068	0.011	0.0007
O	0.0006	-0.0046	0.0077
O	0.0027	-0.0051	0.0071
O	0.0193	-0.0206	-0.0036
O	0.0067	-0.0008	-0.0059
O	-0.0005	-0.009	0.0064
O	0.0041	-0.0023	-0.0025
O	0.0062	-0.0038	0.005
O	0.0362	0.0202	0.0102
O	0.0034	0.0001	0.0085
O	0.0004	-0.0052	-0.0179
O	0.0015	0.0072	0.014
O	-0.0212	-0.0189	0.0407
O	0.0022	-0.0047	0.0193
O	0.0035	-0.047	0.0362
O	0.0104	-0.013	0.0097
O	-0.0203	-0.0112	0.004
O	-0.0014	0.0018	-0.0408
O	0.0031	-0.0022	0.0016
O	0.0022	-0.0028	0.0101
O	0.0068	-0.0012	0.0088
O	0.0417	-0.0234	0.0125
O	0.0413	0.0176	0.0175
O	0.0047	0.0025	0.0119
O	-0.0056	-0.0118	0.0129
O	0.0154	0.0108	0.0148
O	0.0032	-0.0004	0.0091
O	0.1879	-0.0683	-0.0817
O	0.0022	-0.0018	-0.0106
O	0.0244	0.0195	-0.022
O	0.0024	-0.0107	0.0182
O	0.007	0.0209	-0.0207
O	-0.0002	-0.0062	0.0092
O	-0.0189	0.0287	0.0127
O	0.006	-0.0023	0.01
O	0.0084	-0.0054	-0.0156
O	0.0877	-0.0015	0.06
O	0.0018	-0.0253	0.0656
O	-0.0066	0.0104	-0.0115
O	-0.0029	-0.0011	0.0193
O	0.0102	-0.0019	0.0052
O	0.0135	0.0072	0.0063
O	0.0062	-0.0022	0.0154
O	0.0086	-0.0043	0.0154
O	0.016	0.0236	0.0266
O	0.0048	0.0072	-0.003
O	-0.0269	-0.0101	0.058
O	0.0099	-0.002	0.0087
O	0.0087	-0.0093	-0.0162

The program warned: the cutoff lies below the one the program advises for these potential files; the forces do not sum to zero within the program's tolerance; the exchange-correlation potential is rough where the density is thin.
